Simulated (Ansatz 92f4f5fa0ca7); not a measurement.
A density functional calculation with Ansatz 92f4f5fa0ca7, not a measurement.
Periodic cell of 216 atoms, Si133O82H1, from a study of silicon, its oxide and their interface. The atomic structure is a simulated model.
Doubt: the cutoff is far below the 930 eV that the study's wrapper takes by default for these files, so forces and energies are approximate.
This geometry differs little from another in the collection (a relaxation step or a small displacement).

Settings
functional: PBE
potential files: Ansatz PAW
basis: plane waves
wave-function cutoff: 580 eV
density cutoff ratio: 5
exchange-correlation grid ratio: 1
k mesh: 1 x 1 x 1, Gamma-centred
self-consistency stop: 5e-08 eV per atom in the density residual
occupations: fixed
spin: none
net charge: +1 e, with a uniform compensating background and no finite-size correction

Cell vectors (angstrom)
a	10.938	0	0
b	0	10.938	0
c	0	0	31.6004

Atoms and the computed forces on them: element, x, y, z (angstrom), force x, y, z (eV/angstrom)
Si	0.4536	-0.5255	24.2688	0.0289	-0.0404	0.0027
Si	4.6978	0.4942	24.0765	-0.0061	0.0317	0.0383
Si	3.1582	2.4211	24.0967	0.0269	-0.04	0.0326
Si	7.7083	3.2065	24.1792	-0.0061	0.043	0.0431
Si	-0.7311	6.2254	24.3284	-0.0661	-0.11	0.179
Si	5.9639	4.9696	24.3832	-0.0198	-0.0489	-0.0199
Si	2.0131	8.5413	24.1831	-0.039	0.0369	0.0312
Si	8.6469	8.1295	24.2243	0.1024	0.0239	0.0894
Si	1.3737	1.4072	25.3236	0.0032	-0.0076	0.0036
Si	6.676	1.3599	25.2943	-0.0055	-0.0003	-0.0225
Si	4.1349	4.0506	25.5565	0.0382	0.0218	-0.0086
Si	9.4599	4.2078	25.3996	-0.0187	0.0372	-0.0424
Si	1.2107	6.8351	25.5637	0.0018	0.0517	-0.0055
Si	6.8586	6.9597	25.3377	-0.035	-0.0406	0.01
Si	3.9083	9.5679	25.3217	0.0042	0.0052	-0.0049
Si	9.6413	9.6481	25.6574	-0.0318	0.02	0.0268
Si	2.6746	0.0314	26.8033	-0.0051	-0.0011	0.0138
Si	8.118	0.0807	26.7738	0.0299	0.0021	0.0132
Si	-0.0337	2.7766	26.716	0.0186	0.0209	0.0215
Si	5.4773	2.6803	26.873	-0.0084	-0.0015	0.0135
Si	2.7143	5.4725	26.8037	-0.0238	-0.0272	0.003
Si	8.1458	5.5603	26.8262	0.0257	-0.0102	0.0204
Si	-0.0181	8.2212	26.9657	0.0089	0.0072	0.0001
Si	5.4042	8.2547	26.7125	0.0017	0.0245	0.0105
Si	4.1018	1.3673	28.1821	-0.1693	-0.4462	0.3191
Si	9.5708	1.3673	28.1821	-0.1963	0.3711	-0.5389
Si	1.3673	4.1018	28.1821	-0.1991	-0.1218	-0.3458
Si	6.8362	4.1018	28.1821	-0.0112	0.1461	0.0895
Si	4.1018	6.8362	28.1821	0.0123	0.1804	-0.4575
Si	9.5708	6.8362	28.1821	-0.3447	-0.194	0.7741
Si	1.3673	9.5708	28.1821	0.2139	0.406	0.6759
Si	6.8362	9.5708	28.1821	-0.3336	0.0974	-0.5415
Si	0	0	29.5494	0.0623	-0.078	0.0064
Si	5.469	0	29.5494	-0.1219	-0.0911	0.0512
Si	2.7345	2.7345	29.5494	-0.0105	-0.0789	-0.0229
Si	8.2035	2.7345	29.5494	0.1876	0.0941	0.0298
Si	0	5.469	29.5494	-0.0837	-0.0657	0.0219
Si	5.469	5.469	29.5494	-0.0077	-0.0851	-0.0177
Si	2.7345	8.2035	29.5494	0.0875	0.1	0.0484
Si	8.2035	8.2035	29.5494	0.0389	-0.1268	0.0095
Si	1.3673	1.3673	30.9166	-0.0292	0.0582	0.0003
Si	6.8362	1.3673	30.9166	-0.0327	0.0243	-0.0604
Si	4.1018	4.1018	30.9166	-0.0276	0.0488	-0.001
Si	9.5708	4.1018	30.9166	-0.0041	0.0413	-0.0076
Si	1.3673	6.8362	30.9166	-0.0332	-0.0156	-0.0548
Si	6.8362	6.8362	30.9166	-0.0221	0.0563	0.0101
Si	4.1018	9.5708	30.9166	0.0535	-0.01	0.0063
Si	9.5708	9.5708	30.9166	-0.0638	0.0534	-0.0064
Si	2.7345	0	0.6835	0.0446	-0.0812	-0.0263
Si	8.2035	0	0.6835	-0.0023	0.0479	0.0057
Si	0	2.7345	0.6835	-0.0085	-0.0234	0.0314
Si	5.469	2.7345	0.6835	0.0566	-0.0709	0.017
Si	2.7345	5.469	0.6835	-0.0138	0.0353	0.0099
Si	8.2035	5.469	0.6835	0.1243	-0.1133	-0.0201
Si	0	8.2035	0.6835	0.0413	-0.0447	0.0092
Si	5.469	8.2035	0.6835	-0.0579	-0.0097	0.0443
Si	4.1018	1.3673	2.0507	-0.0957	0.0594	-0.0764
Si	9.5708	1.3673	2.0507	-0.0691	-0.0704	0.0208
Si	1.3673	4.1018	2.0507	0.0963	0.0977	0.042
Si	6.8362	4.1018	2.0507	0.0465	0.2227	-0.0601
Si	4.1018	6.8362	2.0507	-0.0387	-0.1374	0.0148
Si	9.5708	6.8362	2.0507	-0.1167	0.0291	-0.0612
Si	1.3673	9.5708	2.0507	-0.0082	0.1164	-0.0345
Si	6.8362	9.5708	2.0507	0.0698	0.0179	0.0281
Si	0	0	3.418	0.0596	-0.3439	-0.2373
Si	5.469	0	3.418	-0.328	-0.0597	0.5424
Si	2.7345	2.7345	3.418	0.3691	-0.3591	-0.4718
Si	8.2035	2.7345	3.418	0.0923	-0.118	0.1962
Si	0	5.469	3.418	0.2146	0.3849	0.379
Si	5.469	5.469	3.418	0.1983	0.0124	-0.8562
Si	2.7345	8.2035	3.418	-0.0808	0.0816	0.6244
Si	8.2035	8.2035	3.418	0.3457	-0.1262	-0.459
Si	1.4158	1.3219	4.7285	-0.0101	-0.0005	-0.0148
Si	6.871	1.3292	4.8132	0.0065	-0.0066	-0.0043
Si	4.2233	4.0247	4.6941	0.0152	0.0471	-0.0183
Si	9.6233	4.0765	4.7801	-0.0133	0.011	-0.0011
Si	1.3781	6.8622	4.9003	0.0077	0.0125	-0.0037
Si	6.8042	6.8691	4.7074	-0.042	0.0004	-0.0046
Si	4.0797	9.5609	4.8984	-0.01	-0.0107	-0.0051
Si	9.6604	9.4546	4.7728	0.0092	0.0185	-0.003
Si	2.6249	-0.0153	6.284	0.0027	0.0045	0.0141
Si	8.2736	-0.1084	6.0492	0.029	-0.0052	0.0148
Si	0.1617	2.7637	6.0788	0.0108	-0.0376	0.0319
Si	5.5347	2.7029	6.2098	0.034	0.0081	0.0046
Si	2.9407	5.433	6.0095	-0.0132	-0.053	0.0248
Si	8.2059	5.5023	6.0008	-0.0118	-0.0329	0.0016
Si	-0.0099	8.2199	6.4535	-0.0227	-0.015	0
Si	5.5655	8.2043	6.2245	0.0345	0.0005	0.0264
Si	3.6782	1.7943	7.3627	-0.0451	0.0246	0.0018
Si	9.9949	1.0097	7.1374	0.0024	0.0142	0.0056
Si	2.0795	3.6305	7.2081	0.0215	0.0227	0.0003
Si	6.5606	4.5476	7.3478	-0.2569	0.1047	-0.337
Si	4.6812	6.3306	7.3551	0.0184	0.027	-0.0195
Si	8.917	7.2429	7.3923	-0.01	0.0403	0.0451
Si	0.7076	10.2274	7.6887	-0.0215	0.0263	-0.0404
Si	7.4326	9.0983	7.4306	-0.0068	-0.0428	-0.0434
O	7.8364	4.02	8.9438	0.3387	-0.1574	0.4149
O	7.4456	9.3333	9.0852	-0.0083	0.0007	0.044
O	8.4588	6.6689	8.9665	0.0196	0.0469	-0.0249
O	0.7822	10.2144	9.3797	-0.0003	-0.0089	0.0351
O	4.0541	1.3938	8.9435	-0.0034	-0.0099	0.0009
O	1.9885	4.3374	8.7131	0.0065	-0.0117	-0.0136
O	9.2253	1.7462	8.4133	0.0527	-0.0685	-0.0634
O	4.0598	6.7974	8.806	0.0075	-0.006	-0.0019
O	8.5918	9.0208	22.7687	-0.0153	0.0064	-0.0683
O	8.2698	2.827	22.6507	0.0036	-0.0317	-0.0461
O	5.114	5.1804	22.9865	0.0303	-0.0004	0.0155
O	8.0995	2.8515	19.9787	-0.0042	0.0101	-0.0039
O	10.8543	10.497	22.6947	-0.0492	-0.0077	-0.0234
O	-0.4021	6.2644	22.7079	-0.1281	0.0152	-0.1099
O	1.8345	7.892	22.6246	0.0046	-0.0195	-0.0108
O	4.6179	-0.0466	22.4921	0.0147	-0.0123	-0.0526
Si	8.8767	5.2731	9.661	-0.1344	-0.1996	-0.1289
Si	0.3306	10.3239	10.9582	-0.0074	0.0291	0.0078
Si	4.3409	7.0873	10.375	0.0344	0.01	-0.0039
Si	1.9274	9.9719	16.2633	-0.0097	0.0039	-0.0046
Si	-4.6818	6.4505	15.03	0.0147	-0.0222	-0.0118
Si	1.9081	3.1754	18.4805	-0.0086	0.0133	0.0043
Si	14.2183	6.5643	14.3149	-0.0044	-0.0055	-0.0112
Si	5.4434	0.1254	21.0935	-0.0167	0.0095	0.0219
Si	3.8337	-0.0715	13.9783	0.0065	-0.0006	-0.0131
Si	5.3004	1.0146	9.9091	0.0562	-0.0098	-0.0255
Si	8.1069	2.3269	9.3782	-0.059	0.2795	-0.0604
Si	0.3922	12.6504	16.3839	-0.0051	0.0057	-0.01
Si	0.961	6.6704	21.9208	0.1056	0.1026	-0.0372
Si	4.6849	1.702	18.5711	0.0012	-0.0078	-0.0161
Si	7.9923	1.8946	21.3352	0.0253	0.013	0.0257
Si	2.7355	8.8057	12.2992	-0.0135	0.0181	0.0011
Si	6.8903	3.8691	19.4739	0.0073	-0.0061	0.0023
Si	6.1861	-4.6411	17.9406	0.0001	-0.0025	-0.0152
Si	4.2516	2.4787	12.4236	0.0269	0.0046	-0.0046
Si	10.3865	2.2708	11.3191	-0.0476	0.0113	-0.0294
Si	5.183	5.4438	21.406	0.0002	-0.0037	0.0532
Si	-1.814	-3.9454	14.1918	0.0015	-0.0122	-0.0124
Si	2.7512	8.7121	18.66	0.0026	-0.0055	-0.0056
Si	-4.5124	3.5613	14.2326	0.0228	0.0125	-0.0053
Si	2.9067	4.9213	11.8501	-0.031	-0.0062	-0.0051
Si	11.7938	4.4436	9.8422	-0.0619	0.0134	-0.0398
Si	5.4339	-2.6951	20.1731	-0.0055	-0.0029	-0.003
Si	10.3807	8.3544	16.5635	-0.0127	-0.0063	-0.0069
Si	2.5584	4.0127	21.342	0.0246	-0.0426	-0.0527
Si	-1.8424	4.4052	12.7264	-0.0033	0.0042	-0.0419
Si	8.9669	10.9567	15.3827	-0.0011	0.0065	-0.0019
Si	10.9644	8.4062	19.5942	-0.0104	-0.0297	-0.0059
Si	6.5331	9.2184	10.4427	-0.0088	0.0349	-0.0209
Si	-1.4112	10.0515	21.8445	0.0357	0.0379	-0.0115
Si	-4.8794	0.8182	15.8468	0.0141	0.0127	-0.0036
Si	8.8385	9.573	12.5302	-0.0142	0.0017	-0.0111
Si	3.0714	5.9255	17.4239	-0.0048	-0.0012	-0.0065
O	0.2242	0.8952	11.6003	0.0142	-0.0262	-0.0055
O	2.8598	5.2515	13.4354	0.0085	0.0174	0.0196
O	8.7836	2.1973	10.8519	0.0637	-0.0374	0.0724
O	6.2359	4.8335	15.2048	0.0006	0.0209	-0.0114
O	3.9445	4.63	20.7209	0.0091	-0.0057	-0.0436
O	2.8047	2.915	22.5344	-0.0033	-0.0075	-0.0046
O	-9.8804	0.2828	16.7886	0.0054	-0.0031	0.0042
O	4.2011	5.6739	11.1758	-0.0038	0.0025	-0.0008
O	5.1875	1.7165	11.3478	-0.0198	0.0091	0.0189
O	2.4651	18.0957	18.2787	0.0101	-0.0022	0.0113
O	10.2962	3.2781	12.6024	0	0.0159	0.0273
O	5.1634	7.0708	21.2756	0.0075	0.0121	0.0017
O	4.563	0.653	19.8224	-0.0015	0.0042	-0.0029
O	3.1745	8.0715	10.9159	0.0006	0.0001	0.0018
O	-4.5848	2.2579	15.1592	-0.0056	-0.0292	0.011
O	2.5574	-0.5564	14.8357	0.0026	-0.0005	0.0029
O	1.7213	3.338	20.1066	-0.0001	0.0004	-0.0122
O	8.669	5.0571	11.2485	0.0168	-0.0019	0.1203
O	5.3037	0.9489	17.2654	-0.0091	0.0136	0.0108
O	11.4271	7.0699	20.4171	-0.0158	0.041	-0.0606
O	-1.1154	1.364	15.7884	0.0008	-0.0056	0.0015
O	6.5351	7.0237	16.5221	-0.0004	0.0025	0.0123
O	1.3415	-1.3931	11.9436	0.0242	-0.0201	0.0042
O	6.4725	1.3332	21.4305	-0.0008	-0.0092	0.0047
O	-3.7684	5.0179	18.3112	-0.0015	0.0062	0.004
O	-2.0507	-0.2168	13.7252	0.0028	0.0044	0.0128
O	-1.1872	9.7919	11.1834	0.0095	0.0009	0.0077
O	9.9084	-1.6739	20.4734	-0.002	0.0051	0.025
O	10.4385	5.1399	9.234	0.0787	0.0046	0.0152
O	12.4181	5.2798	11.0975	0.0384	0.0098	0.0226
O	-5.555	10.354	10.1581	0.0057	0.0145	0.0012
O	5.8191	7.751	10.57	-0.0299	-0.0149	-0.0031
O	0.5444	2.5773	17.7818	0.0032	0.0025	0.0157
O	2.2177	4.6123	17.786	0.0026	-0.0028	0.0115
O	1.8211	5.3066	21.9622	-0.0106	-0.0684	0.0728
O	0.9856	8.6434	16.112	0.0058	0.0052	0.001
O	-4.7926	-1.3333	20.751	-0.0005	-0.0099	0.006
O	7.3448	9.4779	11.8417	0.0183	-0.001	0.0197
O	3.081	3.3117	11.6626	0.0051	0.0022	-0.0036
O	15.8195	6.9344	14.2997	-0.001	-0.0048	-0.0006
O	6.5261	4.7763	20.7877	0.0132	-0.0018	-0.0025
O	-9.7377	13.4663	15.2251	-0.0057	0.0121	0.006
O	-1.2093	16.5328	13.6104	-0.001	0.0175	0.0092
O	-3.442	-4.0108	14.1086	-0.0202	-0.0029	0.0149
O	-1.3902	-1.2676	16.1517	0.0027	-0.0057	0.0025
O	10.2743	8.0104	18.1558	0.0035	0.0056	0.0077
O	9.4693	8.2222	13.1908	-0.0059	-0.0046	0.0099
O	3.5683	12.383	13.4552	0.0018	-0.0199	0.0086
O	-3.1111	3.6812	13.4101	-0.0245	0.0058	0.011
O	5.6608	2.9498	18.9384	-0.0064	-0.0071	0.0071
O	3.9843	-2.1591	19.6841	-0.0016	-0.0041	0.0031
O	6.6796	1.6078	9.2116	-0.0534	-0.0216	0.0194
O	-3.4466	0.1186	16.0325	-0.0149	0.0098	-0.0028
O	6.3236	7.5311	19.0063	-0.004	-0.0023	0.0077
O	12.315	9.2976	19.3198	0.018	0.0144	0.0043
O	2.8599	6.2718	15.8413	0.0039	-0.0012	0.018
O	2.5046	7.7867	13.5521	0.0059	-0.0104	0.0054
O	8.8999	0.5436	21.3402	-0.0133	-0.0059	0.015
O	-7.8277	9.5942	17.3267	0.0048	0	0.0095
O	3.9165	9.865	12.6908	-0.0134	0.0138	0.0249
O	4.6476	5.7377	17.8244	0.0017	0.0052	0.0053
O	5.2141	3.5524	13.158	-0.0045	-0.008	-0.003
O	3.1848	2.1945	18.1914	0.0146	-0.0059	0.0114
O	11.3071	2.937	10.1699	0.0062	-0.0115	0.0178
O	5.2025	-0.1328	14.8354	-0.0034	0.0093	0.0025
O	-1.1776	7.1252	15.6814	0.0092	0.0109	0.0137
H	-10.2113	13.6659	14.4016	0.0019	-0.011	0.0011

Results
free energy: -131202.470 eV
free energy less fixed offsets of H -15.97, O -568.88, Si -635.61 eV per atom: -2.210 eV

The program warned: the cutoff lies below the one the program advises for these potential files; the exchange-correlation potential is rough where the density is thin.
